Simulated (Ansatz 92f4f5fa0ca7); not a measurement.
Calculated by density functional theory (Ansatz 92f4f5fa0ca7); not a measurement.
Periodic cell of 181 atoms, Si99O82, from a study of silicon, its oxide and their interface. The atomic structure is a simulated model.

Settings
functional: PBE
potential files: Ansatz PAW
basis: plane waves
wave-function cutoff: 700 eV
density cutoff ratio: 5
exchange-correlation grid ratio: 2
k mesh: 2 x 2 x 1, shifted by 0.5 0.5 0.5 of a step
self-consistency stop: 5e-08 eV per atom in the density residual
occupations: Fermi-Dirac, 0.05 eV
spin: none
net charge: 0

Cell vectors (angstrom)
a 11.5983 0 0
b 0 11.5983 0
c 4.585 5.7528 23.3853

Atoms and the computed forces on them: element, x, y, z (angstrom), force x, y, z (eV/angstrom)
Si 1.94 0.22 2.3767 -0.0301 -0.0194 -0.0068
Si 9.7384 3.1006 -0.369 0.0247 -0.0279 -0.1186
Si 6.4651 12.5243 17.6133 -0.0264 0.0291 0.0383
Si 1.8504 3.0523 -3.2745 0.1129 0.0505 -0.0729
Si 2.5459 1.3736 0.421 0.1696 -0.307 0.1929
Si 3.8412 7.5045 -0.4858 0.0003 0.1262 -0.1169
Si 6.0234 -2.1406 -0.6568 0.015 0.099 -0.0012
Si 8.5897 7.9745 -0.5441 -0.2426 0.2032 -0.4089
Si 9.7177 9.207 1.079 0.4485 0.2216 0.012
Si 2.1306 7.908 2.2219 0.2113 0.1727 -0.4412
Si 1.989 3.7568 2.2411 0.6239 -0.3656 -0.3687
Si 2.0078 6.0336 -2.7191 -0.0206 -0.0844 -0.1754
Si 6.3989 6.0069 0.8188 -0.0318 0.0926 0.4953
Si 6.8928 2.8509 0.736 -0.0691 0.0171 -0.04
Si 6.7979 8.8757 2.3869 -0.1283 0.6292 -0.1266
Si 11.0706 -0.0496 2.3809 -0.0161 -0.3566 -0.1425
Si 11.2189 3.9814 2.1367 -0.6556 -0.0356 -0.2427
Si 11.2923 7.9816 2.3405 -0.1815 0.0948 0.2684
Si 2.5061 2.0522 3.7801 0.1023 -0.2473 0.209
Si 2.6662 5.8449 3.3073 -0.2284 -0.1284 0.0269
Si 2.6946 9.8629 3.5112 -0.0583 0.318 0.1315
Si 6.5149 1.4739 3.6373 -0.1833 0.2251 -0.3187
Si 6.5228 6.5562 3.1494 0.0753 0.1147 -0.1608
Si 6.5367 10.6522 3.8396 0.0855 -0.0589 -0.0835
Si 10.4653 2.047 3.4338 0.0664 -0.0371 0.0096
Si 10.5745 5.9221 3.3519 0.201 0.3479 -0.0309
Si 10.6699 9.8047 3.8819 0.0033 -0.0582 0.0188
Si 0.6236 2.058 5.1155 -0.08 0.0913 0.0976
Si 0.8092 5.8795 4.8657 -0.1311 -0.2392 -0.1375
Si 0.9756 9.9066 5.1676 -0.1235 0.0971 0.0335
Si 4.6089 2.0654 4.9486 -0.1788 -0.0452 -0.0307
Si 4.6772 5.9912 4.5815 0.12 0.0494 0.1019
Si 4.6066 10.0027 4.9588 -0.2009 0.0505 0.1059
Si 8.4776 2.0847 4.8207 0.2629 -0.0542 0.1879
Si 8.4729 6.0465 4.5102 0.0112 0.0128 0.1954
Si 8.5226 9.9568 4.9471 0.315 0.0725 0.0996
Si 0.7613 0.2195 6.593 0.1369 -0.0201 -0.114
Si 0.7069 4.039 6.3886 -0.1155 -0.0738 0.0091
Si 0.8338 7.828 6.1717 0.099 0.0187 0.1735
Si 4.5768 0.242 6.4746 0.0899 0.1327 0.0878
Si 4.6927 4.1092 6.1807 0.071 -0.0162 0.0316
Si 4.675 7.8868 6.0106 -0.0011 -0.0052 0.2481
Si 8.569 0.2093 6.3685 -0.0098 -0.0416 -0.0945
Si 8.4582 4.152 6.0723 -0.0336 -0.1088 -0.0507
Si 8.4809 7.8861 6.0486 -0.0825 0.2181 0.1633
Si 2.7196 0.3115 7.9101 -0.0073 0.1076 -0.0175
Si 2.7303 4.1612 7.6304 -0.0117 0.0576 -0.1625
Si 2.7981 7.838 7.4148 0.0393 -0.0921 -0.0479
Si 6.6267 0.1268 7.7711 -0.1317 -0.1783 -0.0123
Si 6.638 4.0153 7.6279 -0.0751 -0.0109 0.0557
Si 6.5531 7.9133 7.4923 0.0082 -0.1574 0.0756
Si 10.3695 0.2338 7.8722 -0.1622 0.1157 0.0977
Si 10.2913 4.0715 7.6718 0.1308 0.1186 -0.0149
Si 10.4303 7.9308 7.3868 -0.1176 -0.0799 -0.1339
Si 2.8147 2.3677 9.1397 0.5274 -0.1251 -0.2459
Si 2.7097 6.1074 9.0223 -0.0732 -0.0122 -0.0568
Si 2.8146 9.7204 8.7876 0.0176 0.0135 -0.2851
Si 7.2624 2.0447 9.0076 -0.029 -0.1216 -0.0804
Si 4.6801 6.5343 10.2168 -0.1188 -0.7769 0.3802
Si 6.4829 9.7 9.1771 0.1438 0.0747 -0.1149
Si 10.7428 2.5658 11.2776 -0.2328 0.2006 0.0467
Si 8.5164 6.6514 10.1336 0.1369 0.0305 -0.0152
Si 8.5188 9.0133 10.2511 0.0671 -0.0287 -0.0749
Si 10.0659 11.9738 13.5336 -0.1042 0.0433 0.3692
Si 0.693 6.8726 10.1245 -0.087 0.1165 0.3202
Si 0.8246 9.2237 9.8497 0.1443 0.1044 -0.1123
Si 5.2471 2.0478 11.1951 -0.1973 -0.0111 0.1278
Si 6.5741 6.0024 8.9321 0.1246 0.1022 -0.0875
Si 4.4409 8.8667 10.2883 -0.3124 0.6559 0.1975
Si 9.6915 2.1783 9.1148 0.0822 -0.0027 -0.0527
Si 10.4077 6.1231 8.8702 -0.0135 -0.0016 0.003
Si 10.3458 9.7374 8.9256 -0.1309 -0.0498 -0.1069
Si 13.1513 3.5567 16.5038 -0.0422 0.0376 -0.0292
Si 3.1005 0.6902 12.738 0.1031 0.3276 0.4428
Si 10.6327 10.8172 16.2005 -0.0567 0.1144 0.1873
Si 8.4955 8.8052 15.261 0.0368 -0.014 0.2486
Si 7.5105 4.7339 14.6643 -0.1999 -0.0615 0.2381
Si 9.7964 5.3432 12.6567 -0.2922 0.028 -0.0739
Si 8.805 6.3161 16.752 -0.1589 -0.1513 0.0794
Si 4.1181 2.9086 18.1045 0.0348 0.0287 -0.1027
Si 13.067 2.5366 11.0482 -0.0338 -0.0691 0.4548
Si 3.7871 5.755 19.2544 -0.1372 -0.0937 -0.1921
Si 9.9409 6.6788 22.2688 -0.2304 -0.0866 -0.1875
Si 10.5361 2.0139 17.181 -0.0079 0.1242 0.069
Si 9.857 4.3721 18.6452 -0.1124 -0.0426 0.036
Si 5.9951 9.5237 16.9896 -0.0273 0.0568 -0.0015
Si 4.7346 7.0904 21.79 0.2215 0.039 -0.1645
Si 8.5477 6.6411 19.6811 0.0004 -0.0621 -0.0579
Si 3.5019 12.5995 20.5652 0.1038 -0.0534 -0.2269
Si 8.3292 1.9358 15.3452 -0.0234 0.1833 0.0368
Si 12.2998 8.6453 17.8446 -0.0064 -0.0813 0.0393
Si 3.5846 8.3554 17.7735 -0.0306 -0.0649 -0.0792
Si 2.2556 9.9147 20.0202 0.0613 -0.073 -0.2839
Si 12.3975 5.7427 18.4968 0.0471 -0.1572 -0.0899
Si 2.575 3.4122 13.7265 0.0467 -0.041 0.3469
Si 2.2744 9.5094 12.4599 -0.0331 0.1104 -0.2702
Si 11.6187 7.6522 12.4165 0.4785 -0.6305 -0.3732
Si 5.028 4.7545 12.8679 0.0104 0.0402 0.2363
Si 9.557 9.1015 12.3891 -0.4511 0.2603 -0.0824
O 8.5088 2.8264 0.6557 0.0849 -0.0555 0.0155
O 10.7582 4.0424 0.5004 0.2123 -0.0357 0.2377
O 4.9819 6.5008 0.1363 0.066 -0.1858 -0.0202
O 10.589 5.2022 22.4346 0.0385 -0.098 0.017
O 2.5675 3.0049 0.7905 -0.3691 0.2413 0.2529
O 0.5147 2.7153 -2.4103 -0.113 -0.0861 0.1047
O 2.8335 8.0356 0.6893 -0.1679 -0.1031 0.4017
O 10.2944 10.8047 1.016 -0.1187 -0.2254 0.0294
O 6.0143 -2.4423 0.9514 -0.0274 -0.1775 0.2798
O 6.9948 8.8615 15.8905 -0.0058 0.0512 -0.0952
O 10.9395 7.8077 22.822 0.136 0.1948 0.165
O 8.4032 9.0754 2.0737 0.1414 -0.1051 0.2987
O 2.9215 6.7959 -1.6261 0.097 0.0378 0.1467
O 6.3915 4.3927 0.6745 0.0198 -0.2728 -0.2509
O 6.3838 2.1325 2.0999 0.0621 -0.147 0.3047
O 4.3206 2.3804 9.8944 -0.1375 0.1627 -0.0834
O 6.7398 1.7827 10.6003 0.2104 0.0909 -0.3532
O 3.9587 0.9574 -0.2828 0.0592 0.1164 -0.0975
O 12.4732 9.4608 19.2635 0.0537 -0.0137 0.0355
O 9.2568 3.7572 -1.7895 -0.0104 -0.0324 0.229
O 7.7426 12.8532 16.6893 0.0724 -0.036 -0.0301
O 10.2674 4.0707 11.7613 0.0563 -0.1331 0.0302
O 3.4627 9.295 19.1052 -0.0655 0.026 0.098
O 2.7081 1.6748 -3.0447 -0.0744 0.0341 0.0488
O 11.0804 11.5511 14.7889 0.0096 -0.0305 -0.1736
O 2.4729 11.5112 19.9334 0.0119 0.0649 0.0864
O 4.6507 8.7479 -1.2058 -0.0243 -0.0896 0.0114
O 7.4087 8.858 -1.3151 -0.0129 -0.1775 0.0697
O 7.4935 5.5834 16.0745 0.0957 0.0003 -0.1166
O 7.3144 3.1273 14.9046 0.0665 -0.0056 -0.0542
O 2.1064 8.2324 17.1282 0.0021 0.0256 0.0271
O 7.7567 6.6997 0.1576 0.0944 -0.0667 -0.223
O 9.1947 10.1358 15.8795 -0.0095 -0.0415 -0.0214
O 10.5095 11.9863 17.3444 0.0201 -0.1227 -0.0519
O 2.7745 13.2031 21.8761 -0.1004 -0.0527 0.0565
O 9.8142 5.0912 17.1541 -0.0013 0.0708 -0.0121
O 1.1651 9.9716 11.3249 0.0201 -0.0211 0.1028
O 3.7329 9.0814 11.8176 0.0294 -0.1583 -0.1394
O 3.0616 1.847 13.907 0.0087 -0.1144 -0.2997
O 10.6185 1.5827 12.6048 0.0422 0.1439 -0.2035
O 5.3819 3.3304 12.1726 0.0261 -0.0373 -0.1096
O 8.9745 4.9033 13.9811 0.1618 0.0155 -0.0961
O 4.5995 0.779 12.0313 0.0168 -0.0715 -0.0837
O 9.7822 7.0285 20.6718 -0.0205 -0.0109 0.2049
O 13.5763 3.6313 12.2165 -0.1053 -0.0687 -0.3731
O 8.7495 6.2124 11.7398 -0.0619 -0.0665 -0.1098
O 4.9849 12.0069 20.9601 -0.1081 -0.0269 -0.0079
O 4.4182 4.4265 18.5789 0.0179 0.0498 0.0417
O 12.8808 5.0441 17.1034 -0.0204 0.0323 -0.0046
O 4.2366 6.942 18.2373 -0.0408 0.009 0.0323
O 8.5482 7.1619 18.1342 0.0261 -0.0578 0.0251
O 13.0649 3.6886 14.8842 0.0261 -0.0166 -0.0868
O 8.4925 8.7654 13.6328 0.1895 0.0324 -0.0073
O 8.6058 4.9765 19.5493 0.1275 0.1075 -0.0368
O 9.3195 7.4577 15.717 0.0335 0.0935 -0.1021
O 4.6538 5.8694 11.7577 0.0167 0.2908 -0.3171
O 11.0707 6.2512 13.1384 0.0934 0.2424 0.1746
O 6.3054 5.2746 13.7301 -0.0112 0.0279 -0.0683
O 2.4269 4.4479 -2.648 -0.0322 0.0158 0.0372
O 11.6447 7.1789 18.1944 0.1056 0.1471 0.0153
O 1.4132 8.2751 13.1705 -0.0711 -0.0148 0.1853
O 4.5148 8.9737 16.605 0.0487 0.0426 0.0829
O 4.4321 5.8853 20.7394 0.0162 0.0475 0.1134
O 2.3357 6.5975 -4.2191 -0.0029 -0.0405 0.072
O 9.7943 2.7513 18.4609 0.0738 0.0384 -0.0502
O 9.8008 2.4936 15.7985 -0.0249 -0.0652 -0.0574
O 13.7455 5.8382 19.4241 0.0419 0.0373 0.0707
O 9.9308 10.6948 12.561 0.0397 -0.0196 -0.0005
O 5.9472 6.6664 22.7737 -0.137 0.1474 -0.0922
O 3.629 2.1478 19.4399 -0.0858 -0.0708 0.1451
O 14.6028 2.9606 16.9281 0.0025 -0.0155 0.0067
O 5.8643 11.1449 16.9939 0.0207 -0.0749 0.0016
O 3.7936 4.4845 13.9115 0.0242 0.0312 -0.124
O 3.4096 7.4177 22.6651 -0.1292 0.046 0.167
O 11.309 4.7975 19.2731 0.016 0.0088 0.0505
O 5.4195 2.1632 17.487 -0.0441 -0.0136 0.0139
O 13.5693 1.0526 11.6148 -0.019 -0.0266 -0.0212
O 12.0743 2.5023 17.0986 -0.0126 -0.0369 0.0057
O 2.6875 10.833 13.362 -0.0608 -0.2677 -0.0968
O 8.6021 0.8612 14.1435 0.1054 -0.0737 -0.1577
O 11.5498 9.6099 16.7812 -0.0278 0.0189 -0.1127
O 6.33 9.0346 18.5087 -0.0223 0.0065 -0.06

Results
free energy: -109580.854 eV
free energy less fixed offsets of O -569.03, Si -635.61 eV per atom: 4.996 eV
pressure: -0.29 GPa
stress xx, yy, zz, yz, xz, xy (GPa, positive in tension): 0.03, 0.52, 0.31, -0.08, -0.02, -0.25

The program warned: the cutoff lies below the one the program advises for these potential files.
